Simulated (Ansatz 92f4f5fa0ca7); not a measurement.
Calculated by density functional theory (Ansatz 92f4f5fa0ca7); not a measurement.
Periodic cell of 130 atoms, Si86O44, from a study of silicon, its oxide and their interface. The atomic structure is a simulated model.

Settings: functional r2SCAN; potential files Ansatz norm-conserving; basis plane waves; wave-function cutoff 1300 eV; density cutoff ratio 4; exchange-correlation grid ratio 1; k mesh 2 x 2 x 1, shifted by 0.5 0.5 0.5 of a step; self-consistency stop 5e-08 eV per atom in the density residual; occupations Fermi-Dirac, 0.05 eV; spin none; net charge 0.

Cell vectors (angstrom)
a	10.88	0	0
b	0	10.88	0
c	0	0	18.7378

Atoms: element, x, y, z (angstrom)
Si	3.7624	-4.4838	-2.5785
Si	3.6243	-1.523	-1.8476
Si	-0.0398	4.4141	-1.9235
Si	3.652	9.7206	0.5104
Si	8.1294	-3.0895	0.1136
Si	10.6438	0.2194	-0.0247
Si	5.3237	5.0463	-0.0954
Si	11.417	10.4769	-2.1985
Si	3.1354	1.3694	0.2939
Si	5.3959	2.5719	0.1741
Si	1.1584	7.6424	0.9842
Si	1.2536	7.5924	-1.3357
Si	9.1001	-1.1588	1.2439
Si	12.0833	1.1145	1.6757
Si	6.6075	6.5376	1.3192
Si	12.5842	3.5284	-0.6644
Si	-0.08	2.4785	3.0469
Si	2.7412	-0.0938	2.83
Si	-0.2821	8.4718	2.6527
Si	2.5152	5.3568	2.5979
Si	6.0532	2.0797	2.4718
Si	7.7789	0.2427	2.7499
Si	5.4134	8.1812	2.4464
Si	8.1438	5.5007	2.7338
Si	1.2163	4.0885	4.0895
Si	4.1981	1.3765	3.9355
Si	1.2231	9.5584	4.145
Si	3.9384	6.8246	3.7853
Si	6.8364	3.9236	3.8932
Si	9.3274	1.2076	4.2227
Si	6.7217	9.456	3.9762
Si	9.4579	6.8877	4.1027
Si	-0.1246	-0.0065	5.577
Si	2.6783	2.7753	5.3232
Si	-0.0921	5.4671	5.5229
Si	2.6083	8.0475	5.3411
Si	5.4499	-0.0274	5.3442
Si	8.1157	2.7334	5.4633
Si	5.347	5.4834	5.1717
Si	8.083	8.2154	5.4558
Si	1.2447	1.5187	6.7734
Si	3.9667	4.216	6.6216
Si	1.3481	6.7714	6.8849
Si	4.0264	9.4701	6.5646
Si	6.7889	1.3275	6.7775
Si	9.3137	4.1481	6.8978
Si	6.5951	6.9276	6.7479
Si	9.3091	9.5994	6.9225
Si	-0.2491	2.7554	8.2876
Si	2.9091	0.2224	7.7481
Si	0.0514	8.3888	8.0566
Si	2.9976	5.6353	8.3051
Si	5.4087	2.8712	7.8114
Si	8.0235	0.1191	8.4378
Si	5.3905	8.5327	8.2064
Si	7.5144	5.2003	8.1242
Si	0.088	3.743	12.1081
Si	1.8308	-1.3532	8.9615
Si	1.0457	7.1438	11.8814
Si	4.654	6.866	9.6291
Si	7.138	5.9883	10.3131
Si	9.6637	1.1857	9.775
Si	5.9799	10.5537	9.5715
Si	10.0306	6.8083	10.5198
Si	0.9677	0.6584	14.5107
Si	0.5981	4.2559	9.8621
Si	-1.2739	1.9997	12.7475
Si	-5.5485	11.7397	12.2553
Si	7.3308	-2.4787	16.0143
Si	5.7883	3.9852	12.2486
Si	2.861	8.075	10.5452
Si	9.5841	8.1547	15.5565
Si	7.569	3.641	14.5934
Si	3.1682	5.06	13.2806
Si	9.284	12.8189	17.8537
Si	9.892	-4.5988	18.1223
Si	9.8676	3.5547	20.0302
Si	1.6009	9.244	12.5872
Si	-6.5855	1.3859	9.1934
Si	6.5587	1.7821	16.8648
Si	9.8758	5.5582	14.2574
Si	3.4026	4.1605	19.5455
Si	0.8439	11.0652	10.3475
Si	2.0815	3.0056	12.9985
Si	13.6377	1.6543	11.0925
Si	5.6778	11.0309	15.3695
O	4.1997	-0.3056	-2.7628
O	10.4303	-9.9423	-5.0369
O	2.5724	-2.3542	0.94
O	-0.5351	-5.4248	-9.1006
O	-11.2026	7.3839	-1.9802
O	-0.7937	8.0306	-9.291
O	2.2291	6.4426	-1.957
O	-7.742	9.0254	-6.7897
O	7.1371	-2.5522	-1.1371
O	5.0848	-1.622	1.1771
O	3.7292	0.7152	-6.6488
O	6.6578	9.6979	-3.4059
O	9.3623	5.0766	1.5758
O	-0.6123	5.133	-5.9779
O	15.7048	5.6112	-1.6289
O	15.0493	7.9823	-2.5772
O	1.8063	-1.7407	16.7556
O	1.92	1.9711	14.3284
O	8.7057	2.8437	19.1203
O	-2.4408	6.7749	11.0052
O	2.1398	4.7605	9.4915
O	2.258	-8.9204	17.6715
O	-3.85	14.0161	16.0294
O	-4.0113	4.684	11.2744
O	5.6627	2.4209	11.8257
O	17.1175	4.0725	13.7949
O	12.3829	6.1246	20.2466
O	-1.0464	-3.6807	14.2762
O	5.6674	11.5497	13.8361
O	2.0574	16.9437	12.6477
O	8.3798	2.5538	13.6942
O	-0.642	-1.2591	15.7229
O	9.8818	3.0452	16.7748
O	6.496	3.9329	8.5073
O	-2.8634	1.0843	17.2527
O	-12.7722	12.2745	11.3345
O	0.3764	3.4554	19.1415
O	19.3277	4.9993	14.7829
O	11.4003	-0.8449	11.621
O	6.1254	10.6825	11.2715
O	-9.1987	-0.7264	13.9281
O	3.7125	5.6822	14.7081
O	-10.7538	4.9662	15.2739
O	15.2969	4.8678	12.2216

Results
free energy: -30538.060 eV
free energy less fixed offsets of O -463.61, Si -117.95 eV per atom: 4.480 eV
pressure: -1.16 GPa
stress xx, yy, zz, yz, xz, xy (GPa, positive in tension): 1.95, 0.33, 1.19, 1.6, -0.38, -0.98

Forces (eV/angstrom), in the order of the atoms: element, x, y, z
Si	0.5775	-0.2596	0.4176
Si	0.4094	-0.411	-0.0315
Si	-0.8461	-0.0475	0.352
Si	-0.7488	0.3454	1.2154
Si	-0.0009	-0.3257	-0.5887
Si	0.085	-0.1627	-0.04
Si	-0.4995	-0.1322	-0.921
Si	-0.0509	-0.5349	0.3129
Si	0.164	0.1682	-0.5287
Si	-0.418	0.0561	0.4289
Si	-0.0904	-0.3979	-0.7679
Si	-0.6958	-0.1997	0.6657
Si	0.1771	0.0677	0.0083
Si	0.6341	0.0663	0.011
Si	0.1363	-0.1621	0.1974
Si	-0.3712	-0.6742	0.3291
Si	-0.2003	0.0372	-0.2601
Si	0.0196	-0.891	0.1368
Si	-0.1642	0.0771	-0.0062
Si	-0.5255	0.0179	-0.3354
Si	-0.1831	0.1268	0.124
Si	0.0273	0.0168	-0.4276
Si	-0.0705	0.4291	-0.107
Si	0.3666	-0.0135	-0.4528
Si	0.0887	0.1267	0.2066
Si	-0.3912	0.1525	-0.013
Si	0.3385	-0.0549	0.1562
Si	-0.0456	0.1877	0.0528
Si	0.0714	-0.0471	0.074
Si	0.2033	0.1151	0.0617
Si	-0.0601	0.0125	0.0375
Si	0.265	0.2961	-0.035
Si	-0.0459	-0.0035	0.0931
Si	0.1828	0.0492	-0.0646
Si	-0.0288	-0.1894	0.016
Si	-0.2823	0.0534	-0.06
Si	0.0158	-0.3336	0.0207
Si	-0.1956	0.0175	0.1024
Si	0.1485	0.2425	-0.0641
Si	-0.042	-0.1254	-0.0175
Si	-0.1364	-0.0833	0.0115
Si	-0.1015	0.0744	-0.0056
Si	0.0791	0.0187	0.2616
Si	0.1889	0.5302	-0.2671
Si	-0.0057	-0.0777	-0.3691
Si	0.0864	0.1541	0.0767
Si	0.1253	-0.0604	-0.1892
Si	0.0807	0.1025	0.0009
Si	0.3904	0.0542	-0.2203
Si	-0.1366	-0.0033	-0.3492
Si	-0.0918	-0.0983	0.1727
Si	-0.4805	-0.4927	0.2725
Si	0.3818	0.3524	0.273
Si	-0.0194	-0.0687	-0.1898
Si	-0.1134	-0.2391	-0.1409
Si	0.0401	-0.1118	-0.1284
Si	0.4911	0.0172	0.4613
Si	0.2158	0.2369	0.1595
Si	0.9789	0.1651	-0.3396
Si	0.015	0.0688	0.0741
Si	0.2359	-0.2621	0.1565
Si	-0.2963	-0.3677	0.5137
Si	0.331	0.0566	0.6649
Si	-0.6335	0.2456	-0.1282
Si	0.1774	-0.2088	-0.7664
Si	0.2022	0.1974	-1.0722
Si	-0.6959	-0.2	-0.2691
Si	0.0364	0.0197	-0.0713
Si	-0.5007	-1.0645	-0.8977
Si	-0.0684	0.0564	0.1219
Si	-0.3951	0.2961	0.6759
Si	0.1584	0.0988	0.8639
Si	-0.3015	0.2986	0.0389
Si	0.1672	-0.0026	0.0817
Si	-0.1368	0.1365	0.0624
Si	-0.157	-0.0178	0.3427
Si	0.6202	-0.0218	0.2576
Si	0.0846	0.1448	-0.5981
Si	-0.3129	0.1985	-0.1591
Si	0.3386	0.2179	-0.3998
Si	-0.3076	-0.0357	0.4832
Si	0.449	-0.0525	0.5137
Si	0.1879	-0.2007	0.4634
Si	-0.0774	0.2075	0.3331
Si	0.1193	-0.605	0.1029
Si	0.1127	-0.4607	0.0075
O	-0.0581	-0.0857	-0.2925
O	0.309	0.1648	0.0227
O	0.2924	-0.1199	0.1546
O	0.3418	0.1047	0.388
O	0.4953	0.7161	-0.5378
O	0.0428	-0.4896	0.0986
O	-0.0465	0.3782	-0.0812
O	-0.5041	0.152	-0.1251
O	0.0772	0.5888	0.8173
O	0.027	-0.4768	0.2072
O	-0.0295	-0.1452	0.1105
O	-0.2954	0.8277	0.2403
O	-0.5895	-0.2249	0.3
O	-0.1377	-0.2968	-0.0077
O	-0.0577	0.0808	0.1598
O	-0.2515	0.0866	-0.1737
O	0.2921	0.7118	-0.8408
O	-0.0758	-0.081	-0.5025
O	0.2276	-0.3539	-0.3213
O	-0.276	-0.1809	-0.2431
O	-0.315	0.0488	0.0052
O	-0.2606	1.1511	-0.2693
O	-0.0748	-0.4114	0.0154
O	-0.0497	0.2849	0.0676
O	0.0635	-0.1759	0.2032
O	0.1419	-0.2065	-0.2127
O	0.5379	0.2325	0.5231
O	0.2609	-0.2156	-0.0376
O	-0.1753	-0.0476	-0.2311
O	-0.1653	-0.3848	0.3005
O	0.2077	-0.1104	0.06
O	0.4818	0.3325	-0.2954
O	0.0299	-0.5596	-0.1731
O	-0.2274	-0.103	-0.3247
O	0.1691	0.4739	0.1813
O	0.4148	0.1245	-0.008
O	0.1031	0.4052	-0.4777
O	0.3377	-0.1781	-0.3851
O	0.3244	0.167	0.6643
O	-0.3486	0.1368	-0.1281
O	-0.0979	0.5628	0.3165
O	-0.2578	0.1024	-0.1809
O	-0.0841	0.0088	-0.2154
O	-0.0738	0.0976	0.0342
